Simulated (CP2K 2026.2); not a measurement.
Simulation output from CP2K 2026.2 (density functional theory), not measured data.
Periodic cell of 504 atoms, Si360O144, from a study of silicon, its oxide and their interface. The atomic structure is a simulated model.
Doubt: the forces sum to 1.75 eV/angstrom along one axis rather than to zero, so they err by at least 0.0035 eV/angstrom per atom on average; the grid cutoff is modest.

Settings
functional: PBE
method: Gaussian and plane waves
basis set: DZVP-MOLOPT-SR-GTH
pseudopotentials: GTH-PBE
grid cutoff: 350 Ry, relative cutoff 50 Ry
k points: Gamma only
occupations: fixed
spin: none
net charge: 0

Cell vectors (angstrom)
a	16.32	0	0
b	0	16.32	0
c	2.5789	-4.1287	33.6204

Atoms and the computed forces on them: element, x, y, z (angstrom), force x, y, z (eV/angstrom)
Si	1.254	15.086	0.315	0.106	-0.165	0.698
Si	3.754	1.59	0.109	0.205	-0.014	0.814
Si	1.507	3.742	0.056	-0.047	0.292	0.722
Si	4.291	6.652	0.022	-0.214	0.105	0.703
Si	1.079	9.779	0.082	0.227	-0.19	0.718
Si	7.005	7.929	33.603	-0.243	0.103	0.73
Si	9.623	10.804	33.595	-0.253	0.059	0.687
Si	9.764	1.047	0.071	-0.083	0.202	0.736
Si	9.083	0.29	33.599	0.104	-0.196	0.769
Si	12.48	2.259	33.439	-0.229	0.328	0.73
Si	6.622	9.82	0.04	0.049	-0.14	0.708
Si	9.172	12.627	0.076	0.048	-0.089	0.74
Si	11.921	15.117	0.174	0.254	0.004	0.69
Si	15.385	1.027	0.039	-0.396	0.227	0.706
Si	12.119	4.128	0.074	0.145	-0.155	0.66
Si	14.662	6.937	0.079	0.267	-0.062	0.705
Si	12.595	9.286	0.165	-0.176	0	0.724
Si	15.203	12.065	0.158	-0.168	0.16	0.713
Si	2.748	0.036	1.535	-0.01	0.01	-0.055
Si	5.401	2.782	1.297	-0.002	0.009	-0.078
Si	2.69	5.424	1.26	-0.024	0.009	-0.044
Si	5.479	8.199	1.32	0.001	0.012	-0.038
Si	2.759	10.924	1.28	0.001	0.006	-0.022
Si	5.499	13.679	1.295	0	-0.014	-0.044
Si	8.181	0.019	1.436	-0.002	-0.018	-0.062
Si	10.88	2.653	1.372	0.009	0.001	-0.046
Si	8.203	5.458	1.223	0.006	-0.019	-0.047
Si	10.876	8.093	1.222	0.006	-0.027	-0.062
Si	8.129	10.979	1.39	-0.01	0.01	-0.073
Si	10.759	13.625	1.491	0.001	-0.007	-0.045
Si	13.637	-0.026	1.287	0.021	0.009	-0.036
Si	16.337	2.641	1.449	-0.008	-0.008	-0.054
Si	13.577	5.375	1.42	-0.005	0.006	-0.056
Si	16.287	8.13	1.337	-0.005	-0.011	-0.026
Si	13.641	10.899	1.467	0.008	0.023	-0.055
Si	16.35	13.552	1.54	0.003	-0.006	-0.04
Si	1.347	1.341	2.869	0.003	0.012	0.043
Si	4.051	4.113	2.7	-0.008	-0.022	0.026
Si	1.356	6.776	2.658	0.015	0.017	0.01
Si	4.067	9.521	2.672	-0.016	0.006	0.016
Si	1.461	12.215	2.786	0.005	-0.013	0.023
Si	4.148	14.957	2.745	-0.001	-0.018	0.022
Si	6.77	1.417	2.674	-0.019	0.014	0.01
Si	9.481	4.052	2.661	-0.005	0.014	0.008
Si	6.878	6.84	2.645	-0.012	-0.025	0.014
Si	9.533	9.51	2.605	0.023	-0.004	0.01
Si	6.781	12.314	2.758	-0.009	0.011	0.046
Si	9.473	14.99	2.863	-0.001	0.013	0.045
Si	12.301	1.339	2.708	0.002	-0.021	0.008
Si	14.973	4.048	2.742	0.005	-0.004	0.007
Si	12.19	6.773	2.717	0.005	0.029	0.032
Si	14.997	9.502	2.781	-0.018	-0.017	0.036
Si	12.194	12.235	2.739	0.025	0.01	0.029
Si	14.912	14.94	2.761	-0.01	0.001	0.016
Si	16.279	-0.036	4.146	-0.001	-0.003	-0.004
Si	2.732	2.754	4.123	0.01	-0.001	-0.012
Si	16.337	5.433	4.064	0	0.002	0.01
Si	2.716	8.145	4.033	0.003	0.007	-0.006
Si	16.378	10.855	4.113	0.007	0	0.002
Si	2.778	13.61	4.118	-0.018	0.001	0.016
Si	5.473	0.027	4.083	0.015	-0.002	-0.01
Si	8.136	2.735	4.062	0.021	0.002	0.011
Si	5.472	5.47	4.01	0.005	0.004	-0.02
Si	8.19	8.189	4.034	0.001	0.009	0.013
Si	5.414	10.895	4.058	0.006	0.025	-0.02
Si	8.127	13.612	4.172	0.002	-0.014	0.015
Si	10.918	0.023	4.113	-0.004	-0.004	-0.01
Si	13.605	2.708	4.102	-0.005	-0.021	-0.007
Si	10.836	5.412	4.058	-0.007	0.009	-0.005
Si	13.58	8.139	4.078	-0.014	-0.009	-0.018
Si	10.862	10.835	4.053	-0.03	-0.007	0.007
Si	13.558	13.587	4.109	0.011	0.005	0.003
Si	1.36	-1.384	16.354	-0.007	0.004	0
Si	4.074	1.326	16.291	-0.001	-0.003	-0.013
Si	1.349	4.089	16.297	0.005	0	-0.004
Si	4.07	6.833	16.31	-0.005	-0.002	-0.015
Si	1.375	9.55	16.348	0.012	0.005	-0.006
Si	4.083	12.248	16.366	0	-0.006	-0.004
Si	6.8	-1.365	16.353	0.001	0.004	-0.01
Si	9.493	1.348	16.294	-0.017	-0.004	-0.011
Si	6.8	4.091	16.29	-0.003	0.005	-0.009
Si	9.515	6.785	16.27	0.011	-0.002	-0.017
Si	6.79	9.542	16.325	0.019	-0.016	-0.006
Si	9.527	12.247	16.345	-0.006	0.005	-0.012
Si	12.248	-1.374	16.323	-0.001	0.003	-0.011
Si	14.96	1.335	16.301	-0.009	-0.012	-0.014
Si	12.219	4.076	16.268	0.003	-0.002	-0.015
Si	14.958	6.833	16.303	0.008	-0.003	-0.013
Si	12.265	9.537	16.348	0.008	0.01	-0.001
Si	14.977	12.227	16.353	-0.007	0.012	-0.006
Si	2.744	-0.028	17.694	0.006	-0.01	-0.007
Si	5.438	2.701	17.6	0	-0.002	0.002
Si	2.677	5.493	17.642	0.006	0.007	0.005
Si	5.437	8.178	17.684	-0.014	0.017	-0.001
Si	2.742	10.886	17.746	-0.002	0.003	0.008
Si	5.44	13.608	17.739	0.019	-0.008	-0.002
Si	8.179	-0.014	17.702	0.007	0.01	0.013
Si	10.818	2.749	17.617	0.002	0.007	-0.012
Si	8.152	5.461	17.655	-0.006	0	0.002
Si	10.883	8.122	17.616	0.001	-0.013	-0.004
Si	8.125	10.918	17.691	0.005	0.01	0.006
Si	10.92	13.582	17.707	-0.005	0.006	-0.015
Si	13.603	-0.013	17.676	0.018	-0.009	0.01
Si	16.332	2.689	17.636	0.002	0.01	0.001
Si	13.598	5.428	17.598	-0.009	0.005	0.009
Si	16.293	8.216	17.682	-0.006	-0.006	-0.006
Si	13.636	10.885	17.751	-0.009	-0.02	-0.015
Si	16.323	13.576	17.733	0.01	0	0.019
Si	17.701	1.346	19.009	-0.014	0.014	-0.01
Si	4.061	4.083	18.892	-0.015	-0.006	-0.055
Si	17.633	6.864	19.022	0.019	-0.01	-0.016
Si	4.131	9.528	19.103	0.01	-0.001	-0.007
Si	17.689	12.223	19.128	-0.012	0.006	-0.028
Si	4.082	-1.361	19.119	0.001	0.004	0.003
Si	6.792	1.384	19.002	-0.007	0.008	-0.043
Si	9.482	4.099	19.022	0.008	-0.015	-0.01
Si	6.796	6.812	19.025	0	-0.003	-0.024
Si	9.503	9.486	18.925	-0.007	-0.017	-0.05
Si	6.794	12.273	19.131	0	-0.007	0.001
Si	9.563	-1.392	19.059	0.006	0.009	-0.028
Si	12.179	1.388	18.923	-0.004	-0.012	-0.028
Si	14.952	4.06	18.936	-0.003	-0.005	-0.025
Si	12.241	6.753	18.969	-0.016	-0.009	-0.041
Si	14.981	9.527	19.149	0.014	-0.003	-0.002
Si	12.292	12.257	19.111	0.018	0.027	-0.019
Si	14.95	-1.373	19.08	0.001	-0.009	-0.039
Si	16.357	0.017	20.386	-0.009	-0.031	0.032
Si	2.718	2.771	20.291	0.027	-0.001	0.065
Si	16.265	5.433	20.303	0.012	0.007	0.052
Si	2.712	8.178	20.411	-0.009	-0.01	0.054
Si	16.353	10.865	20.57	0.006	0.013	0.072
Si	2.722	13.609	20.508	-0.021	-0.014	0.056
Si	5.448	0.057	20.414	0.007	0.015	0.071
Si	8.109	2.775	20.385	-0.015	-0.013	0.059
Si	5.422	5.383	20.271	-0.002	-0.017	0.08
Si	8.141	8.204	20.354	0.013	0.003	0.06
Si	5.45	10.903	20.539	-0.016	0.012	0.042
Si	8.227	13.598	20.483	-0.002	-0.001	0.06
Si	10.909	0.045	20.352	-0.023	0.005	0.056
Si	13.514	2.753	20.245	0.012	0.023	0.04
Si	10.859	5.434	20.362	0.014	0.006	0.043
Si	13.598	8.06	20.375	-0.011	-0.014	0.081
Si	10.918	10.762	20.273	0.015	-0.012	0.054
Si	13.618	13.614	20.555	0.006	0.016	0.071
Si	17.474	-1.517	21.796	0.138	0.177	-0.778
Si	4.285	1.699	21.643	-0.056	-0.153	-0.778
Si	17.841	4.319	21.59	-0.146	-0.256	-0.764
Si	3.814	6.457	21.539	0.067	0.206	-0.775
Si	17.975	9.703	21.872	-0.209	-0.139	-0.718
Si	3.826	12.026	21.866	0.215	0.136	-0.725
Si	7.1	-1.014	21.687	-0.186	-0.257	-0.756
Si	9.327	1.215	21.621	0.182	0.22	-0.76
Si	6.504	3.894	21.722	0.241	0.087	-0.774
Si	9.713	7.048	21.61	-0.081	-0.203	-0.755
Si	7.101	9.757	21.79	-0.247	-0.122	-0.725
Si	9.425	11.876	21.624	-0.008	0.288	-0.684
Si	12.531	-0.953	21.726	-0.172	-0.288	-0.763
Si	14.736	1.261	21.508	0.216	0.053	-0.752
Si	12.388	4.237	21.683	-0.222	-0.15	-0.751
Si	14.661	6.418	21.687	0.109	0.184	-0.728
Si	11.995	9.173	21.631	0.102	0.116	-0.725
Si	15.277	12.528	21.872	-0.176	-0.157	-0.757
Si	5.066	4.785	28.969	-0.069	0.041	0.068
Si	12.05	-2.249	30.766	0.017	-0.108	0.173
Si	2.303	0.502	23.851	-0.018	-0.021	-0.232
Si	8.187	4.391	28.743	0.084	-0.167	-0.052
Si	8.66	1.198	28.43	0.071	0.05	0.05
Si	17.23	6.263	29.511	-0.087	0.047	0.107
Si	11.055	1.184	26.298	-0.028	0.033	-0.073
Si	12.25	7.556	30.811	-0.027	-0.053	0.089
Si	13.532	2.155	27.801	0.087	0.127	0.068
Si	14.985	7.066	24.69	0.023	-0.048	-0.09
Si	10.025	12.875	24.339	0.023	-0.025	-0.02
Si	5.944	9.287	24.674	0.081	0.033	-0.223
Si	12.55	3.322	30.546	-0.013	-0.081	0.096
Si	3.996	1.188	26.148	-0.125	0.084	0.029
Si	4.126	6.845	24.486	-0.038	-0.002	-0.055
Si	12.374	12.299	28.366	0.03	-0.032	0.043
Si	15.763	-0.005	28.266	-0.156	0.002	0.009
Si	6.479	-0.444	26.8	-0.008	-0.093	0.007
Si	14.523	5.574	30.931	-0.056	0.083	0.049
Si	8.318	5.315	23.839	-0.001	-0.069	-0.133
Si	4.226	9.578	28.859	0.041	0.052	0.055
Si	7.308	11.526	28.654	-0.068	0.104	-0.019
Si	12.85	9.414	24.553	0.065	-0.009	-0.099
Si	17.617	4.18	27.541	0.021	-0.06	-0.153
Si	10.705	8.7	26.531	-0.006	-0.005	-0.017
Si	8.113	-3.66	31.456	0.173	0.049	0.163
Si	17.741	8.356	24.743	-0.002	0.087	-0.126
Si	15.019	-1.379	30.937	0.107	-0.071	0.167
Si	9.708	11.509	26.943	0.053	-0.047	-0.002
Si	3.797	4.207	26.087	0.016	0.065	-0.03
Si	5.163	12.225	24.605	-0.011	-0.016	-0.053
Si	5.112	9.17	31.641	0.007	-0.01	0.012
Si	10.52	3.034	23.884	0.024	-0.002	-0.212
Si	18.433	1.314	28.53	-0.003	-0.019	0.071
Si	16.363	2.68	23.763	0.02	0.049	-0.146
Si	8.455	6.507	26.635	-0.007	0.032	0.02
Si	15.912	8.826	28.702	0.05	0.082	0.051
Si	10.257	5.338	30.786	0.054	0.003	0.132
Si	17.052	-3.565	30.943	0.062	0.045	0.088
Si	14.969	4.269	26.132	-0.067	0.008	-0.172
Si	7.354	-2.157	24.365	-0.138	0.021	-0.067
Si	14.174	-2.135	26.585	-0.105	-0.015	-0.028
Si	2.677	1.387	31.675	-0.057	-0.022	-0.011
Si	4.808	3.623	31.699	0.077	0.133	0.067
Si	17.228	10.601	26.486	-0.028	0.034	-0.031
Si	12.941	9.235	28.524	-0.076	0.106	0.029
Si	3.466	7.201	30.247	0.043	-0.005	0.061
Si	4.993	-2.998	27.478	0.172	-0.03	-0.083
Si	16.299	9.809	31.688	0.054	0.007	0.126
Si	6.761	8.93	27.36	-0.069	-0.018	0.014
Si	9.511	-0.852	30.723	-0.156	0.003	0.035
Si	2.486	12.228	28.347	-0.08	-0.091	0.108
Si	11.893	-1.304	24.808	0.14	0.084	-0.097
Si	14.81	11.657	24.883	-0.068	0.033	-0.084
Si	1.369	14.943	5.46	-0.006	0.006	0.02
Si	4.093	1.37	5.446	-0.009	-0.003	0.006
Si	1.364	4.101	5.462	0	0.002	0.012
Si	4.101	6.808	5.394	0.001	0.005	0
Si	1.387	9.483	5.456	0.012	0.005	0.012
Si	4.097	12.233	5.473	0.008	0.004	0.008
Si	6.792	14.995	5.492	-0.006	-0.006	0.018
Si	9.523	1.387	5.431	-0.001	-0.006	0.001
Si	6.79	4.103	5.417	-0.021	-0.009	0.002
Si	9.511	6.805	5.417	0.003	-0.001	0.005
Si	6.805	9.534	5.397	-0.004	0.002	0.009
Si	9.517	12.208	5.441	0.013	0.001	0.008
Si	12.232	14.956	5.48	-0.003	0.003	0.01
Si	14.948	1.356	5.482	-0.001	-0.006	0.011
Si	12.222	4.077	5.428	-0.008	0.01	0.009
Si	14.955	6.782	5.423	0.012	0.001	0.004
Si	12.231	9.506	5.434	0.009	-0.001	0.007
Si	14.971	12.228	5.429	0	-0.006	0.003
Si	2.724	0.007	6.803	-0.004	-0.003	0.001
Si	5.449	2.734	6.797	0.01	0.005	-0.003
Si	2.741	5.462	6.791	-0.002	-0.005	-0.009
Si	5.449	8.169	6.768	-0.007	0.005	-0.003
Si	2.73	10.865	6.813	-0.006	-0.001	0.008
Si	5.44	13.609	6.829	-0.002	0.006	0.005
Si	8.179	0.024	6.816	0.007	-0.006	0.001
Si	10.872	2.733	6.808	-0.002	-0.002	-0.005
Si	8.15	5.455	6.786	-0.002	0.009	0.003
Si	10.874	8.148	6.794	-0.002	-0.001	0.002
Si	8.153	10.867	6.8	-0.004	0.011	-0.005
Si	10.87	13.579	6.808	0.005	-0.006	0.002
Si	13.593	-0.005	6.834	0	0.01	0.003
Si	16.323	2.727	6.813	0	-0.002	0.002
Si	13.595	5.429	6.79	-0.006	0.002	-0.002
Si	16.317	8.139	6.795	0.006	-0.002	-0.003
Si	13.601	10.872	6.786	-0.001	-0.007	0.001
Si	16.322	13.583	6.809	0.008	0.002	-0.003
Si	1.364	1.364	8.164	-0.003	0.004	0
Si	4.083	4.088	8.156	-0.005	0.003	0.001
Si	1.368	6.799	8.16	0.002	0.003	-0.003
Si	4.098	9.513	8.159	0.007	0.01	0.001
Si	1.362	12.226	8.166	-0.012	-0.012	0.006
Si	4.072	14.965	8.174	-0.006	-0.009	-0.004
Si	6.807	1.377	8.166	0.003	0.004	-0.007
Si	9.51	4.097	8.156	0.008	0.004	-0.003
Si	6.794	6.811	8.149	-0.002	-0.007	-0.002
Si	9.517	9.51	8.158	-0.003	-0.004	-0.007
Si	6.809	12.24	8.167	0.002	0.003	0.003
Si	9.521	14.954	8.165	0.001	0.002	0
Si	12.227	1.363	8.172	-0.006	-0.011	0
Si	14.954	4.08	8.164	0.003	-0.005	-0.007
Si	12.241	6.796	8.153	0.001	0.002	-0.001
Si	14.959	9.511	8.149	0.005	0	0.002
Si	12.246	12.23	8.158	0	0.01	-0.01
Si	14.968	14.952	8.171	0	0.007	0
Si	16.326	-0.001	9.525	0.005	0	0.003
Si	2.723	2.726	9.52	-0.004	-0.003	-0.001
Si	16.324	5.439	9.518	0.001	-0.004	-0.003
Si	2.725	8.162	9.517	-0.006	0.004	-0.002
Si	16.315	10.87	9.518	0	0	0.002
Si	2.716	13.597	9.525	-0.001	0.012	-0.001
Si	5.443	0.007	9.521	0.002	0	-0.003
Si	8.161	2.733	9.525	0.003	0.001	-0.003
Si	5.438	5.449	9.515	0	0.003	-0.002
Si	8.154	8.161	9.52	0	0.001	0.002
Si	5.447	10.879	9.522	-0.003	0.001	-0.002
Si	8.162	13.6	9.529	0.004	-0.001	0
Si	10.88	-0.009	9.527	0	-0.002	-0.001
Si	13.598	2.719	9.525	-0.001	0.003	0
Si	10.877	5.445	9.518	-0.004	-0.001	0
Si	13.599	8.158	9.514	-0.001	-0.005	-0.003
Si	10.879	10.876	9.516	0.003	-0.002	0
Si	13.602	13.592	9.523	0.003	-0.003	0.002
Si	1.362	14.958	10.887	-0.008	-0.004	0.002
Si	4.079	1.362	10.88	-0.004	0.009	-0.003
Si	1.359	4.079	10.883	-0.001	-0.001	0.002
Si	4.078	6.804	10.881	0	-0.009	-0.003
Si	1.363	9.521	10.877	0.003	0.006	0.002
Si	4.083	12.239	10.878	0.001	-0.009	0
Si	6.797	14.96	10.882	0.001	-0.002	0.002
Si	9.516	1.356	10.874	0.002	-0.007	-0.005
Si	6.794	4.089	10.879	0.002	0.005	0
Si	9.517	6.805	10.879	0.004	0	0
Si	6.805	9.526	10.888	0.003	0.002	-0.002
Si	9.525	12.238	10.884	-0.001	0.009	0
Si	12.243	14.95	10.885	0.003	0.011	-0.003
Si	14.96	1.356	10.883	-0.007	-0.004	0
Si	12.237	4.083	10.878	-0.004	0.001	-0.003
Si	14.963	6.803	10.874	0.004	0.002	0.002
Si	12.242	9.522	10.877	0.001	-0.006	0.002
Si	14.962	12.234	10.881	0.003	-0.001	0
Si	2.725	-0.004	12.245	0.005	-0.001	-0.002
Si	5.435	2.724	12.237	0.001	-0.002	-0.003
Si	2.718	5.444	12.241	-0.001	0.003	0
Si	5.433	8.171	12.24	-0.001	0.002	0.002
Si	2.718	10.887	12.237	-0.004	0.004	-0.002
Si	5.442	13.595	12.243	-0.008	0.002	0.002
Si	8.159	-0.002	12.239	0.005	0.011	0
Si	10.882	2.71	12.227	-0.001	-0.002	0
Si	8.152	5.448	12.237	0	-0.003	0.001
Si	10.876	8.17	12.235	-0.001	-0.002	-0.001
Si	8.164	10.886	12.252	0.005	-0.003	0.002
Si	10.883	13.594	12.25	0.002	-0.002	0.002
Si	13.607	-0.014	12.244	-0.002	-0.003	0.001
Si	16.318	2.717	12.243	-0.001	-0.001	0.001
Si	13.599	5.446	12.233	-0.003	-0.001	-0.001
Si	16.322	8.164	12.236	0	-0.001	-0.002
Si	13.601	10.881	12.243	0.002	0.001	-0.001
Si	16.324	13.594	12.242	0.001	0.005	0.003
Si	1.358	1.352	13.601	-0.002	-0.002	0.008
Si	4.078	4.083	13.599	0.002	-0.003	0.002
Si	1.361	6.81	13.599	0.007	-0.003	0.005
Si	4.075	9.537	13.6	-0.012	0.005	0
Si	1.367	12.244	13.608	0.002	0.001	-0.002
Si	4.079	-1.375	13.606	0.005	0.001	0.004
Si	6.789	1.353	13.589	-0.001	0.007	-0.001
Si	9.514	4.069	13.571	0.004	-0.003	0
Si	6.793	6.815	13.596	0.005	-0.003	0.006
Si	9.528	9.529	13.61	0.007	-0.004	0.002
Si	6.803	12.246	13.616	0.005	-0.005	0.003
Si	9.517	-1.363	13.603	-0.009	0.009	0.001
Si	12.237	1.346	13.59	0.007	-0.005	-0.002
Si	14.953	4.083	13.595	-0.01	0.004	0.007
Si	12.243	6.817	13.587	-0.01	0.002	0
Si	14.974	9.532	13.6	-0.004	0	0.005
Si	12.244	12.236	13.613	0.002	0	0.007
Si	14.965	-1.377	13.608	0.004	-0.005	-0.001
Si	16.333	-0.025	14.965	0.001	-0.003	0.001
Si	2.717	2.717	14.954	-0.001	-0.004	0.005
Si	16.31	5.454	14.948	-0.002	0.004	0
Si	2.711	8.186	14.959	0.005	0.002	-0.001
Si	16.333	10.889	14.972	0.006	-0.003	-0.003
Si	2.724	13.593	14.984	0	-0.001	-0.002
Si	5.449	-0.023	14.954	-0.004	0.001	-0.001
Si	8.148	2.718	14.933	0.005	-0.003	0.005
Si	5.43	5.458	14.954	-0.001	0.005	0.002
Si	8.15	8.177	14.957	-0.004	0.006	-0.004
Si	5.427	10.895	14.972	-0.002	0.002	0
Si	8.165	13.606	14.981	0.005	0.003	0.006
Si	10.883	-0.01	14.961	0.007	0.002	0
Si	13.597	2.703	14.944	-0.005	-0.001	0
Si	10.873	5.436	14.91	-0.004	-0.006	-0.006
Si	13.6	8.186	14.95	-0.002	-0.002	0.003
Si	10.887	10.883	14.984	-0.006	-0.002	0.005
Si	13.613	13.582	14.978	-0.003	-0.001	-0.002
O	6.266	3.27	32.311	0.36	0.059	-0.391
O	16.367	-2.629	22.262	-0.015	-0.074	0.186
O	11.36	4.337	30.169	-0.088	0.051	-0.364
O	3.19	8.39	29.185	-0.679	0.095	-0.444
O	5.093	7.981	25.097	-0.115	-0.155	0.71
O	15.272	-1.202	27.301	0.258	-0.336	0.012
O	17.183	3.837	22.998	-0.069	0.182	0.442
O	6.537	-1.471	23.148	-0.578	-0.088	0.072
O	8.225	0.104	22.065	0.208	-0.184	0.292
O	10.847	8.11	22.124	0.068	-0.035	0.512
O	6.602	9.119	23.207	0.242	-0.179	0.079
O	11.363	9.149	25.123	-0.332	0.192	-0.247
O	13.634	1.13	33.186	-0.021	-0.156	-0.316
O	13.532	5.314	22.121	-0.045	0.01	0.483
O	17.701	-2.635	32.11	-0.047	0.453	-0.176
O	6.533	8.671	32.219	0.48	0.23	-0.384
O	7.966	1.409	33.154	0.078	0.008	-0.25
O	17.651	1.986	32.343	-0.394	-0.155	-0.45
O	16.096	4.564	27.237	0.097	0.255	0.232
O	13.451	6.595	30.296	0.144	-0.158	-0.535
O	18.796	6.724	33.353	-0.113	-0.275	-0.236
O	4.359	12.682	23.271	-0.267	0.639	0.294
O	4.491	6.176	29.538	0.106	0.065	-0.228
O	13.77	8.117	24.844	-0.087	-0.204	0.382
O	6.87	-3.335	32.426	-0.208	-0.22	-0.335
O	7.405	9.927	28.448	0.259	-0.202	0.472
O	14.566	5.674	25.425	-0.425	-0.003	0.007
O	14.952	10.07	32.527	-0.34	-0.365	-0.253
O	9.914	1.827	23.005	0.16	-0.026	0.493
O	11.651	-2.571	32.305	-0.368	-0.034	-0.088
O	9.5	11.764	25.366	-0.122	-0.458	-0.027
O	12.721	9.73	22.975	0.323	0.542	0.016
O	2.987	0.262	25.285	-0.239	-0.365	0.406
O	4.266	5.022	32.312	0.022	0.465	-0.455
O	2.768	12.067	33.421	-0.047	-0.142	-0.132
O	7.84	6.016	25.213	-0.506	-0.064	0.064
O	8.825	5.155	27.458	0.385	-0.331	-0.158
O	9.82	9.91	27.131	-0.41	0.045	0.487
O	9.129	11.691	32.297	-0.074	-0.146	-0.18
O	17.391	1.502	24.123	-0.035	-0.093	0.374
O	4.533	6.883	22.926	0.679	0.072	0.169
O	12.422	7.813	32.39	0.512	0.054	0.02
O	10.385	12.248	22.899	0.556	-0.18	0.016
O	14.722	5.999	32.471	-0.016	0.559	0.075
O	14.772	11.926	23.293	-0.014	-0.14	0.031
O	2.462	1.174	30.101	0.231	-0.362	-0.002
O	16.753	7.468	28.554	-0.056	-0.14	-0.655
O	8.08	6.778	33.138	-0.097	0.041	-0.341
O	11.29	-2.774	25.068	0.125	-0.343	0.233
O	8.981	6.462	22.93	-0.014	0.006	0.378
O	15.937	5.592	30.177	-0.008	-0.403	0.113
O	10.689	9.633	33.133	0.1	-0.133	-0.542
O	3.446	1.138	22.908	0.131	-0.033	0.316
O	17.505	8.99	23.26	-0.275	-0.26	0.179
O	10.939	-0.152	25.4	-0.225	0.057	-0.225
O	18.205	9.499	25.805	0.714	-0.085	0.395
O	3.818	2.439	32.101	0.149	-0.147	0.615
O	5.028	10.621	24.688	-0.302	0.017	0.096
O	2.739	10.866	22.28	-0.073	-0.022	0.279
O	11.008	12.235	27.535	-0.005	0.414	-0.093
O	5.449	0.529	26.054	0.251	0.259	-0.287
O	13.313	-1.225	25.561	0.333	0.478	-0.049
O	16.153	10.885	25.318	0.053	-0.054	-0.371
O	17.01	11.243	31.503	0.537	0.076	0.303
O	13.705	0.127	22.052	-0.057	-0.142	0.44
O	13.524	10.728	25.236	-0.354	0.22	0.246
O	2.18	4.306	26.195	-0.322	0.07	-0.572
O	13.048	10.833	28.318	0.381	-0.044	-0.242
O	4.791	3.661	30.096	-0.25	-0.381	-0.163
O	18.316	6.665	30.643	0.023	0.204	0.513
O	12.036	2.585	31.899	-0.3	-0.11	-0.337
O	10.017	5.094	32.374	0.348	-0.19	0.087
O	11.938	8.451	27.535	0.227	-0.524	-0.019
O	13.296	-2.862	27.728	-0.089	0.113	0.383
O	11.798	3.626	23.079	0.264	-0.068	0.509
O	17.762	2.742	28.227	-0.267	0.048	0.043
O	13.77	3.528	26.944	-0.276	0.228	0.085
O	2.576	7.238	24.688	-0.233	-0.059	0.172
O	8.91	-2.324	24.011	0.043	0.213	-0.474
O	2.655	5.406	22.018	-0.06	0	0.345
O	8.864	5.036	30.056	-0.448	0.274	0.16
O	7.054	9.448	25.843	0.679	0.194	-0.146
O	17.249	8.761	32.47	0.274	-0.011	-0.214
O	4.363	5.372	25.122	0.497	-0.149	-0.074
O	12.112	-3.614	29.909	-0.087	-0.369	0.325
O	10.953	-1.253	30.126	0.317	0.45	-0.64
O	12.857	2.403	29.258	-0.056	-0.281	-0.075
O	8.469	12.162	27.737	0.096	0.385	0.054
O	4.123	2.706	25.57	0.118	0.142	-0.487
O	15.612	3.256	25.052	-0.125	-0.259	-0.032
O	13.47	12.135	33.234	0.015	0.092	-0.27
O	7.312	-1.249	25.685	0.476	-0.023	-0.024
O	9.801	7.376	26.384	0.28	-0.102	-0.314
O	9.93	1.161	27.444	0.067	-0.179	-0.044
O	15.357	-0.769	32.406	0.304	0.067	-0.122
O	4.499	10.27	32.629	0.056	0.105	-0.07
O	5.183	9.812	30.163	0.585	0.378	-0.148
O	4.168	7.855	31.551	-0.067	-0.277	0.258
O	5.22	-1.463	33.185	-0.023	0.169	-0.466
O	5.162	9.068	27.644	-0.108	-0.027	-0.228
O	9.703	-0.248	32.205	0.327	0.173	0.035
O	3.479	1.178	27.682	0.389	0.126	0.134
O	8.898	0.303	29.768	0.002	0.215	0.166
O	17.977	11.952	26.974	-0.201	0.496	-0.411
O	4.401	4.375	27.571	0.129	-0.347	0.138
O	7.557	11.834	30.203	0.059	-0.151	0.073
O	13.434	-1.449	30.748	-0.211	0.199	-0.307
O	15.22	2.089	22.809	-0.293	0.185	0.262
O	17.347	0.221	28.043	0.317	-0.455	-0.597
O	7.377	7.429	27.447	-0.22	-0.232	0.304
O	7.072	4.627	23.066	-0.313	0.201	0.412
O	5.398	2.775	22.198	-0.018	0.045	0.518
O	3.316	10.869	28.614	-0.175	-0.283	0.208
O	15.293	6.872	23.11	0.33	-0.135	0.102
O	10.811	6.847	30.542	-0.27	0.481	-0.133
O	8.256	10.86	22.167	-0.154	0.267	0.154
O	18.108	5.25	28.626	0.228	-0.15	0.155
O	15.899	9.218	30.263	-0.043	-0.25	0.053
O	16.363	7.682	25.282	0.166	0.009	0.72
O	3.19	0.018	32.365	-0.393	-0.355	-0.172
O	4.625	12.965	25.934	-0.45	0.218	-0.27
O	18.081	-0.856	23.163	0.182	-0.27	0.44
O	9.427	4.185	24.122	-0.087	-0.077	0.346
O	14.391	8.602	28.235	0.036	-0.389	-0.382
O	15.606	-0.384	29.825	0.312	0.388	0.217
O	6.719	12.679	24.52	0.444	-0.293	-0.022
O	13.934	4.079	30.881	0.379	-0.194	0.302
O	8.359	2.771	28.734	-0.194	-0.061	0.003
O	12.504	1.225	26.989	0.27	-0.537	-0.236
O	12.398	8.95	30.022	0.007	0.629	0.344
O	14.853	13.034	25.697	0.399	0.121	-0.01
O	14.928	1.351	27.957	0.193	0.149	-0.239
O	5.717	-1.57	27.676	-0.227	0.119	0.423
O	5.902	12.147	28.136	-0.187	-0.206	-0.082
O	7.407	0.493	27.705	-0.297	0.204	0.028
O	10.924	2.472	25.332	0.248	0.403	0.177
O	3.562	-2.903	28.209	-0.167	0.615	0.143
O	15.598	-2.884	30.719	-0.224	-0.348	-0.108
O	16.555	10.004	27.826	0.131	0.306	0.36
O	11.93	-1.227	23.201	-0.452	-0.202	0.153
O	6.647	4.824	28.759	-0.037	0.121	-0.147
O	16.21	3.997	33.247	0.167	-0.049	-0.175
O	17.841	-3.627	29.547	-0.232	0.163	-0.173
O	8.691	-2.25	30.895	-0.295	-0.109	-0.102

Results
total energy: -101658.335 eV
total energy less fixed offsets of O -438.35, Si -107.03 eV per atom: -5.135 eV
